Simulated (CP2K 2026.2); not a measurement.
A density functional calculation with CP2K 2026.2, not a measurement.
Periodic cell of 534 atoms, Si358O176, from a study of silicon, its oxide and their interface. The atomic structure is a simulated model.
Doubt: the forces sum to 2.83 eV/angstrom along one axis rather than to zero, so they err by at least 0.0053 eV/angstrom per atom on average; the grid cutoff is modest.

Settings
functional: PBE
method: Gaussian and plane waves
basis set: DZVP-MOLOPT-SR-GTH
pseudopotentials: GTH-PBE
grid cutoff: 400 Ry, relative cutoff 50 Ry
k points: Gamma only
occupations: fixed
spin: none
net charge: 0

Cell vectors (angstrom)
a 16.4025 0 0
b 0 16.4025 0
c 0 0 35.3982

Atoms and the computed forces on them: element, x, y, z (angstrom), force x, y, z (eV/angstrom)
Si -0.559 0.303 0.06 -0.123 0.195 -0.257
Si 2.424 3.114 0.059 -0.036 -0.082 -0.033
Si 0.302 5.356 -0.419 -0.002 -0.056 0.14
Si 3.159 7.963 -0.013 0.011 0.078 -0.018
Si -0.529 11.335 0.286 -0.03 -0.038 -0.208
Si 3.156 13.235 -0.312 -0.247 -0.016 0.105
Si 5.827 -0.359 -0.353 -0.104 -0.178 0.275
Si 9.271 2.254 -0.179 -0.14 0.115 -0.267
Si 5.341 5.69 -0.099 0.118 -0.229 -0.207
Si 8.58 7.783 0.157 -0.417 -0.301 0.086
Si 5.447 11.003 -0.207 -0.008 -0.069 0.227
Si 8.262 13.94 -0.355 -0.081 -0.017 0.721
Si 10.521 0.258 0.019 0.094 -0.119 -0.069
Si 13.708 2.512 0.159 -0.06 -0.104 -0.415
Si 10.603 6.532 -0.227 0.506 0.111 0.047
Si 13.284 8.528 0.052 0.261 0.245 -0.173
Si 11.133 10.64 0.481 -0.19 -0.076 -0.307
Si 13.431 13.284 0.081 -0.096 -0.171 -0.001
Si 1.213 1.42 1.231 -0.006 0.145 -0.162
Si 4.066 4.214 1.33 -0.006 0.17 -0.204
Si 1.404 6.83 1.153 0.079 0.108 -0.225
Si 4.278 9.544 1.302 -0.042 0.033 -0.207
Si 1.369 12.396 1.2 0.166 0.056 -0.083
Si 4.186 14.924 1.025 0.095 0.08 -0.043
Si 6.814 1.268 1.053 0.037 0.143 -0.199
Si 9.673 3.983 1.339 0.094 0.108 -0.102
Si 6.959 6.645 1.408 -0.129 0.057 -0.039
Si 9.47 9.443 1.54 0.382 0.126 -0.137
Si 6.973 12.327 1.074 0.023 0.13 -0.428
Si 9.527 15.034 1.35 0.072 -0.086 -0.138
Si 12.275 1.199 1.427 -0.079 0.074 -0.085
Si 15.044 4.219 1.107 0.163 -0.114 -0.208
Si 12.228 7.028 1.461 -0.171 -0.062 -0.35
Si 14.914 9.58 1.441 -0.149 0.05 -0.181
Si 12.29 12.184 1.754 -0.046 -0.023 -0.137
Si 14.771 15.003 1.288 -0.06 -0.097 -0.201
Si -0.065 2.823 2.631 -0.031 0.058 0.092
Si 2.734 -0.017 2.432 0.044 -0.073 -0.153
Si 0.03 8.191 2.583 0.02 -0.082 0.033
Si 2.716 5.556 2.687 0.097 0.031 0.166
Si -0.013 13.761 2.59 0.1 -0.023 0.017
Si 2.749 10.929 2.565 -0.035 0 -0.027
Si 5.478 2.698 2.492 -0.029 -0.028 0.094
Si 8.179 0.063 2.647 0.088 0.056 0.021
Si 5.595 8.165 2.686 0.063 -0.025 0.089
Si 8.234 5.254 2.756 0.034 0.046 0.06
Si 5.541 13.658 2.527 0.041 -0.032 -0.04
Si 8.154 10.983 2.667 -0.066 0.053 0.016
Si 11.056 2.736 2.753 0.026 0.006 0.102
Si 13.589 -0.107 2.822 -0.064 0.03 0.021
Si 10.888 8.207 2.94 -0.092 -0.073 0.068
Si 13.677 5.513 2.58 0.006 -0.004 0.048
Si 10.875 13.686 2.802 -0.153 0.086 -0.034
Si 13.693 10.856 2.988 -0.042 -0.144 0.167
Si 1.362 4.129 4.026 -0.036 -0.013 -0.079
Si 4.089 1.34 3.872 0.065 -0.03 0.045
Si 1.396 9.564 3.969 0.055 0.061 0.011
Si 4.135 6.878 4.048 -0.118 0.016 -0.056
Si 1.395 15.101 3.934 -0.131 -0.01 0.079
Si 4.13 12.306 3.941 0.033 0.056 -0.102
Si 6.779 3.981 4.05 0.113 -0.068 -0.023
Si 9.583 1.393 4.065 -0.12 0.052 -0.196
Si 6.848 9.598 4.071 -0.016 -0.078 0
Si 9.527 6.727 4.153 0.111 -0.006 -0.135
Si 6.819 15.056 3.998 -0.079 0.011 -0.079
Si 9.502 12.302 4.098 0.048 0.053 0.002
Si 12.396 4.136 4.071 0.043 -0.111 -0.056
Si 15.014 1.383 4.023 0 0.12 -0.041
Si 12.265 9.543 4.294 -0.013 0.124 -0.077
Si 15.06 6.844 3.996 -0.027 0.01 -0.064
Si 12.237 15 4.196 0.074 0.027 -0.014
Si 15.121 12.352 4.088 0.089 -0.115 -0.046
Si 0.023 0.005 10.892 0.003 -0.009 0.008
Si 2.736 2.737 10.874 0.01 0.034 -0.012
Si 0.019 5.492 10.881 -0.001 0.006 -0.003
Si 2.756 8.25 10.888 -0.024 -0.023 -0.008
Si 0.033 10.975 10.886 0.004 -0.042 0.011
Si 2.741 13.698 10.882 0.018 0.002 -0.005
Si 5.467 0.011 10.873 0.027 -0.015 -0.003
Si 8.211 2.747 10.868 -0.03 0.024 -0.008
Si 5.48 5.488 10.884 0.016 0.001 -0.007
Si 8.238 8.239 10.878 0.024 -0.018 -0.015
Si 5.484 10.985 10.894 -0.022 -0.018 0.004
Si 8.225 13.697 10.89 -0.023 -0.02 -0.002
Si 10.954 0.007 10.891 -0.014 0.034 0.012
Si 13.696 2.737 10.888 -0.009 0.005 -0.007
Si 10.974 5.495 10.874 0 -0.015 0.007
Si 13.712 8.241 10.875 -0.037 0.01 0.005
Si 10.987 10.971 10.89 -0.007 -0.012 0.019
Si 13.717 13.684 10.885 -0.01 -0.009 0.011
Si 1.375 1.379 12.263 0.012 0.019 0.005
Si 4.099 4.107 12.231 -0.011 -0.046 -0.008
Si 1.364 6.891 12.235 0.039 -0.004 0.008
Si 4.107 9.639 12.263 0.077 0.017 -0.017
Si 1.384 12.346 12.268 0.002 0.011 -0.009
Si 4.1 15.06 12.246 -0.015 0.013 -0.011
Si 6.854 1.365 12.224 -0.011 0.016 -0.024
Si 9.599 4.117 12.209 0.014 0.012 -0.022
Si 6.867 6.876 12.232 -0.007 0.007 -0.022
Si 9.622 9.602 12.248 -0.04 -0.021 0.012
Si 6.863 12.348 12.262 0.058 0.012 0.004
Si 9.604 15.04 12.275 -0.006 -0.004 0.007
Si 12.334 1.363 12.252 -0.018 -0.004 0
Si 15.049 4.124 12.246 -0.002 0.009 0.011
Si 12.352 6.871 12.23 -0.003 0.026 0.004
Si 15.058 9.621 12.251 0.006 -0.051 -0.021
Si 12.367 12.325 12.277 0.001 0.019 0.002
Si 15.078 15.031 12.279 -0.017 0.028 -0.008
Si -0.011 2.746 13.617 0.024 0.015 -0.001
Si 2.733 -0.002 13.63 0.063 -0.014 0.012
Si 0.004 8.26 13.62 -0.075 0.082 -0.043
Si 2.722 5.5 13.565 -0.04 0.013 -0.007
Si 0.034 13.676 13.686 0.026 0.002 0.035
Si 2.749 11.013 13.654 0.022 -0.054 0.034
Si 5.466 2.71 13.571 0.067 0.052 0.009
Si 8.221 0.018 13.615 -0.035 0.028 0.02
Si 5.515 8.279 13.583 -0.022 -0.013 -0.026
Si 8.263 5.506 13.565 -0.003 -0.011 0.062
Si 5.48 13.722 13.615 0.01 -0.038 0.013
Si 8.27 10.994 13.605 -0.043 -0.022 -0.042
Si 10.958 2.755 13.578 -0.03 0.018 0.012
Si 13.694 -0.012 13.628 0.01 0.024 -0.019
Si 11.03 8.258 13.608 0.023 -0.062 0.005
Si 13.7 5.51 13.614 -0.007 -0.018 0.001
Si 11.008 13.694 13.649 -0.013 -0.011 0.004
Si 13.751 10.988 13.676 -0.028 -0.047 0.016
Si 1.333 4.16 14.95 0.035 0.011 0.033
Si 4.119 1.345 14.98 -0.074 -0.018 0.046
Si 1.333 9.661 14.984 -0.069 -0.14 0.015
Si 4.107 6.896 14.861 0.085 0.098 0.027
Si 1.399 15.048 15.05 0.033 0.011 0.005
Si 4.134 12.389 15.026 0.064 0.088 0.085
Si 6.876 4.094 14.849 -0.124 -0.121 -0.067
Si 9.631 1.367 14.955 0.016 0.008 0.02
Si 6.887 9.658 14.959 0.056 0.022 0.029
Si 9.664 6.871 14.931 0.039 0.061 0.035
Si 6.822 15.09 14.996 0.05 0.005 0.018
Si 9.662 12.309 15.003 -0.012 0.006 0.02
Si 12.302 4.139 14.938 0.005 0.01 0.02
Si 15.033 1.361 14.99 -0.05 -0.016 0.024
Si 12.401 9.602 15.028 0.018 -0.003 0.057
Si 15.057 6.883 14.997 0.031 0.016 0.025
Si 12.385 15.03 15.057 -0.016 0 0.11
Si 15.111 12.32 15.123 0.007 -0.024 0.113
Si -0.013 -0.001 16.374 0.04 0 0.004
Si 2.712 2.761 16.235 0.086 -0.005 0.05
Si -0.016 5.516 16.378 -0.056 0.02 0.126
Si 2.719 8.25 16.213 -0.029 0.183 -0.036
Si 0.089 10.966 16.553 -0.062 -0.003 0.238
Si 2.808 13.753 16.477 -0.1 -0.046 0.102
Si 5.445 0.001 16.454 -0.026 0.038 0.096
Si 8.207 2.729 16.237 -0.012 0.133 0.046
Si 5.522 5.517 16.113 0.027 -0.06 -0.049
Si 8.372 8.341 16.238 -0.086 -0.017 -0.002
Si 5.529 11.021 16.364 0.054 -0.065 0.053
Si 8.251 13.714 16.263 -0.048 -0.012 0.116
Si 11.015 0.041 16.372 -0.091 0.001 0.156
Si 13.616 2.746 16.295 -0.023 -0.042 0.094
Si 10.997 5.506 16.356 0.015 -0.085 0.157
Si 13.755 8.236 16.441 -0.088 0.108 0.152
Si 11.074 10.982 16.413 0.014 -0.057 0.005
Si 13.751 13.687 16.525 0.025 -0.004 -0.042
Si 1.266 1.499 17.629 -0.091 -0.043 -0.072
Si 4.165 4.156 17.449 0.056 -0.028 -0.08
Si 1.474 6.887 17.666 -0.181 0.01 0.084
Si 4.017 9.647 17.574 -0.347 -0.141 -0.334
Si 1.537 12.382 17.94 0.06 -0.144 -0.047
Si 4.045 15.143 17.991 0.2 0.036 0.147
Si 6.889 1.416 17.69 0.043 -0.143 -0.021
Si 9.513 4.118 17.601 -0.03 -0.066 -0.108
Si 6.957 6.89 17.357 -0.043 -0.065 -0.184
Si 9.725 9.615 17.76 0.058 0.017 0
Si 6.93 12.43 17.729 0.12 0.073 -0.074
Si 9.61 15.029 17.657 -0.016 0.102 -0.241
Si 12.318 1.452 17.806 -0.139 -0.049 0.138
Si 14.878 4.142 17.676 0.143 0.139 -0.163
Si 12.361 6.872 17.811 0.03 0.008 -0.116
Si 15.122 9.524 17.961 0.159 -0.082 0.028
Si 12.423 12.271 17.911 0.05 -0.102 0.002
Si 15.141 15.068 17.905 0.052 0.071 0.041
Si -0.13 2.832 18.981 0.047 -0.193 -0.096
Si 2.581 0.405 19.177 0.051 0.167 0.227
Si 0.245 8.101 19.299 -0.218 0.079 0.262
Si 2.811 5.38 18.888 0.345 0.158 0.16
Si 0.128 13.706 19.364 0.066 -0.098 -0.074
Si 2.979 10.933 19.295 -0.268 0.06 0.113
Si 5.589 2.981 18.855 0.042 0.291 0.329
Si 8.213 -0.058 19.014 -0.063 0.01 0.287
Si 5.375 8.061 18.498 0.023 0.203 0.067
Si 8.239 5.657 18.831 0.061 0.066 0.31
Si 5.577 13.641 19.284 0.174 0.286 0.162
Si 8.286 10.955 19.034 0.16 -0.19 0.359
Si 10.691 2.756 19.098 0.095 -0.078 0.222
Si 13.785 0.125 19.221 -0.046 0.107 0.088
Si 11.033 8.236 19.212 -0.047 0.045 0.172
Si 13.516 5.326 19.214 -0.148 0.109 0.131
Si 10.977 13.729 19.066 -0.135 -0.062 0.279
Si 13.78 10.917 19.425 0.279 -0.029 0.032
Si 1.14 4.353 20.145 -0.106 -0.227 -0.072
Si 4.048 1.969 20.224 0.214 -0.203 -0.234
Si 1.401 9.756 20.654 0.038 0.08 -0.255
Si 4.408 6.62 20.072 0.076 0.01 0.252
Si 1.264 16.098 21.03 0.054 0.12 -0.146
Si 5.071 11.598 20.384 -0.27 0.184 0.075
Si 6.697 4.612 20.179 0.084 -0.035 0.001
Si 9.764 0.935 20.449 -0.178 0.134 -0.02
Si 6.351 9.822 19.594 0.423 -0.548 0.06
Si 9.594 6.779 20.414 -0.08 0.109 -0.091
Si 7.183 14.873 20.564 -0.202 -0.194 -0.438
Si 9.673 12.928 20.873 -0.107 -0.176 -0.25
Si 11.657 4.443 20.396 -0.181 -0.218 -0.019
Si 15.142 1.55 20.62 -0.13 0.047 0
Si 12.6 9.28 20.704 -0.22 0.197 -0.212
Si 16.114 6.11 20.638 0.185 0.653 -0.411
Si 12.168 15.274 20.353 0.129 0.237 0.193
Si 15.538 12.037 20.695 -0.313 0.035 -0.06
Si -3.294 1.765 25.304 0.039 0.033 0.135
Si 2.641 3.399 22.639 -0.082 -0.143 0.06
Si -2.395 8.218 23.022 -0.232 0.016 0.144
Si 3.336 8.333 22.591 0.084 0.093 -0.342
Si -5.027 9.225 23.438 -0.065 0.057 0.102
Si 2.911 16.957 23.547 0.096 -0.05 0.383
Si 5.65 0.485 22.072 0.012 -0.3 0.054
Si 7.256 3.166 22.758 0.037 0.186 0.417
Si 4.436 5.885 26.903 0.325 -0.155 0.049
Si 8.458 10.283 27.179 -0.03 -0.06 -0.001
Si 6.01 9.736 22.416 0.263 -0.173 0.069
Si 8.91 13.259 26.911 0.089 0.033 -0.035
Si 11.814 -2.736 22.961 -0.129 0.087 0.134
Si 13.236 3.138 22.74 0.067 -0.103 0.14
Si 8.429 8.059 23.119 0.055 0.004 0.212
Si 16.396 6.201 23.843 0.149 -0.003 -0.173
Si 10.856 11.584 28.318 0.108 -0.111 0.062
Si 14.582 12.994 23.587 -0.017 -0.109 0.454
Si -2.001 4.446 25.137 -0.357 -0.225 0.119
Si 6.501 7.926 27.567 0.075 -0.084 -0.017
Si 6.544 3.91 25.445 0.204 -0.041 0.257
Si 3.803 9.601 30.007 -0.012 0.145 -0.108
Si -1.701 15.425 25.56 0.002 -0.069 0.13
Si 6.752 17.142 25.679 0.027 0.111 0.223
Si 8.815 1.028 23.522 0.151 0.127 0.306
Si 8.368 6.239 25.622 0.122 -0.181 -0.027
Si 3.936 16.002 26.18 0.103 0.056 -0.063
Si 10.223 7.928 26.838 0.195 -0.17 0.068
Si 7.545 15.68 28.21 0.038 0.224 -0.197
Si 10.309 15.3 25.213 -0.131 0.098 0.262
Si 11.483 0.681 27.47 -0.051 0.046 0.042
Si 18.765 6.035 24.497 -0.071 -0.211 0.214
Si 16.357 8.891 26.686 -0.087 0.226 0.194
Si 12.254 9.933 26.098 -0.072 -0.033 0.12
Si 16.642 16.502 27.434 -0.042 0.079 -0.091
Si -3.038 4.254 31.871 -0.071 -0.139 -0.43
Si 2.626 -1.978 27.996 -0.028 -0.172 -0.039
Si -0.165 10.164 29.222 -0.115 0.159 -0.095
Si 0.431 5.439 29.385 -0.048 0 -0.026
Si -1.407 10.318 24.733 -0.134 0.263 0.038
Si 1.965 12.142 29.741 -0.161 -0.132 -0.116
Si 4.925 4.485 29.722 0.154 0 -0.068
Si 14.005 -0.953 28.31 -0.059 -0.193 0.015
Si 6.526 8.851 30.319 0.101 0.025 -0.196
Si 9.419 1.146 29.835 -0.023 0.15 -0.209
Si 3.357 18.282 30.534 0.053 0.125 -0.163
Si 9.137 9.079 31.238 0.084 -0.133 -0.268
Si 4.531 -0.226 28.915 0 0.159 -0.003
Si 14.99 1.755 31.169 -0.087 -0.082 -0.129
Si 12.778 6.818 32.984 -0.173 0.105 -0.147
Si 12.684 6.252 30.013 -0.006 -0.026 -0.209
Si 11.646 10.958 31.203 0.171 -0.213 -0.134
Si 14.513 9.588 31.447 -0.183 -0.064 -0.165
Si -0.057 6.919 32.121 -0.157 0.204 -0.276
Si 6.004 4.405 32.414 -0.003 0.117 -0.115
Si 1.848 8.013 28.61 -0.051 0.169 0.124
Si 2.282 8.903 32.497 0.01 0.036 -0.176
Si -2.818 15.504 31.1 0.098 0.047 -0.134
Si 1.683 13.666 32.386 -0.16 -0.181 -0.343
Si 4.405 1.804 33.288 -0.093 0.144 -0.199
Si 7.854 3.997 30.168 -0.002 0.074 -0.117
Si 7.073 9.107 33.208 -0.083 0.051 -0.151
Si 9.69 6.538 29.659 0.001 -0.044 -0.076
Si 0.737 18.802 29.114 -0.03 -0.064 -0.043
Si 10.794 12.718 33.744 0.118 -0.189 0.139
Si 11.126 0.112 32.363 0.079 0.213 -0.173
Si 16.15 -0.568 32.585 -0.201 0.163 -0.344
Si 14.497 6.403 27.539 -0.127 0.027 0.19
Si 11.521 19.217 33.338 0.077 0.216 -0.16
Si 16.663 11.073 32.966 0.005 -0.228 -0.214
O -1.664 -1.33 32.182 0.164 0.094 0.338
O -4.353 1.383 32.776 0.245 0.076 0.07
O 1.42 4.151 34.571 -0.166 0.114 0.481
O 3.557 2.328 34.562 -0.002 -0.274 0.047
O -0.165 6.163 33.586 0.049 -0.414 0.511
O -0.796 5.515 28.325 -0.077 -0.276 0.078
O 2.706 8.814 34.048 0.017 0.009 0.145
O 1.463 10.282 32.223 0.17 0.022 -0.272
O 0.216 10.488 34.474 0.161 0.021 0.004
O 1.438 8.296 27.047 0.025 -0.232 -0.203
O 2.723 13.887 33.615 0.037 -0.096 0.097
O 1.002 15.063 31.904 0.073 0.094 -0.13
O 5.157 0.413 33.728 0.196 -0.092 0.068
O 3.256 1.675 32.139 0.003 -0.203 -0.003
O 9.943 2.798 33.765 -0.299 -0.269 0.137
O 1.884 1.567 29.922 0.116 -0.25 -0.072
O 4.235 6.825 34.808 -0.018 0.104 0.426
O 5.999 5.17 33.851 -0.157 0.086 0.196
O 10.334 4.961 35.532 -0.348 -0.494 0.339
O 7.396 8.053 34.393 -0.202 -0.26 0.186
O 6.154 10.323 33.825 -0.041 0.12 0.311
O 4.223 12.011 34.657 -0.186 0.223 0.243
O 9.343 13.557 33.804 0.076 -0.059 -0.092
O 7.048 14.991 34.516 -0.026 0.262 -0.147
O 7.618 2.076 35.158 -0.04 -0.486 0.294
O 10.544 -0.353 33.818 -0.09 0.08 0.483
O 14.779 1.441 34.793 -0.005 0.01 0.706
O 16.429 -0.569 34.181 -0.111 -0.157 -0.005
O 12.573 3.195 34.534 0.122 0.136 0.124
O 8.704 2.612 30.004 -0.078 0.012 -0.138
O 13.605 7.857 33.945 0.228 0.229 0.183
O 12.648 7.217 31.368 -0.165 0.061 0.391
O 10.352 11.48 34.707 -0.316 -0.018 -0.007
O 12.195 9.7 35.003 0.153 -0.17 0.324
O 14.662 12.273 34.932 0.362 0.144 0.296
O 11.279 23.049 33.644 -0.184 -0.068 0.162
O 1.376 3.638 21.643 0.075 -0.063 -0.11
O 0.223 6.148 22.209 0.397 0.125 0.206
O 2.379 2.094 23.589 -0.135 0.246 0.117
O 3.848 2.933 21.602 0.101 0.181 -0.294
O 2.088 9.286 22.102 -0.15 -0.147 0.171
O 0.24 10.866 21.11 -0.008 -0.002 0.011
O 5.579 5.679 20.801 -0.206 -0.256 -0.255
O 3.659 7.44 21.269 -0.01 0.09 0.139
O 2.073 16.066 22.47 -0.269 -0.025 -0.222
O -0.114 16.976 21.316 0.395 -0.205 -0.183
O 9.027 11.449 20.497 -0.162 0.118 -0.573
O 5.653 11.316 22.008 -0.149 0.077 -0.311
O 7.595 4.109 21.488 0.159 -0.122 -0.306
O 8.625 2.67 23.557 -0.102 0.111 -0.14
O 11.163 0.126 20.735 -0.108 0.04 -0.216
O 9.052 0.744 21.946 -0.157 -0.035 -0.248
O 6.352 8.943 21.027 -0.108 0.167 0.399
O 5.45 16.171 25.628 -0.06 -0.216 0.072
O 8.643 7.411 21.625 -0.103 -0.263 -0.245
O 9.537 10.6 28.404 -0.213 -0.176 0.233
O 8.414 13.947 21.161 0.174 -0.059 -0.206
O 6.528 15.517 21.946 0.074 0.081 0.201
O 10.558 12.868 22.267 0.201 0.025 0.265
O 10.303 13.018 27.758 0.103 0.208 0.137
O 10.631 5.617 21.018 0.265 -0.189 -0.321
O 12.078 3.585 21.727 -0.241 0.238 -0.088
O 12.596 2.054 23.784 0.01 -0.073 -0.313
O 14.449 2.44 21.86 -0.022 0.16 -0.043
O 13.747 8.234 21.386 0.079 -0.098 -0.145
O 11.674 9.887 21.966 0.026 0.099 -0.261
O 14.511 5.726 20.519 -0.027 0.12 -0.25
O 14.504 9.763 23.284 0.321 -0.021 -0.32
O 12.978 12.67 23.522 -0.201 -0.116 -0.122
O 12.542 14.593 21.822 0.281 0.224 -0.487
O 17.326 14.555 20.591 -0.327 -0.28 -0.318
O 15.168 12.879 22.077 0.163 -0.097 -0.291
O -2.16 2.901 25.698 0.235 0.035 0.092
O -2.735 0.242 25.268 0.044 0.039 -0.24
O 4.897 0.576 20.633 0.096 -0.002 0.217
O 2.871 4.703 23.604 0.022 -0.04 -0.084
O -1.343 7.236 23.794 0.092 -0.305 0.052
O 3.025 5.891 26.042 -0.159 0.256 -0.15
O 4.637 9.177 23.093 -0.041 0.049 0.29
O 2.961 7.402 23.851 0.009 -0.01 -0.028
O -2.546 9.988 25.856 0.235 0.083 0.074
O -0.065 9.492 25.178 -0.066 -0.053 -0.197
O 2.807 16.426 25.091 -0.251 -0.113 -0.327
O 4.501 16.846 23.207 0.242 -0.099 -0.093
O 6.496 1.866 22.152 -0.117 0.048 -0.307
O 7.432 0.466 24.224 0.02 -0.018 -0.153
O 6.29 3.93 23.83 0.088 0.05 -0.203
O 7.563 6.933 26.853 -0.13 0.105 0.239
O 6.476 7.641 29.2 0.009 -0.147 0.037
O 5.075 7.418 26.91 -0.034 0.009 -0.182
O 9.291 9.176 26.291 -0.268 0.139 -0.002
O 7.954 14.141 27.89 -0.08 -0.162 -0.003
O 4.541 17.243 30.109 -0.059 -0.063 0.08
O 3.937 16.918 27.557 -0.079 -0.18 -0.166
O 9.176 14.155 25.556 0.064 0.074 0.019
O 7.728 16.629 26.883 -0.08 0.199 -0.103
O 11.384 -1.843 24.255 0.347 -0.093 -0.221
O 11.921 -5.35 27.211 -0.08 0.196 -0.12
O 11.89 1.851 26.396 0.027 0.161 -0.205
O 13.621 4.442 23.677 -0.018 -0.093 -0.005
O 7.983 6.865 24.161 -0.256 0.193 -0.129
O 9.883 8.645 23.523 0.049 -0.128 0.034
O 12.5 8.035 23.669 0.084 -0.148 0.172
O 7.333 9.294 23.307 -0.196 0.039 -0.11
O 11.769 8.45 26.651 -0.024 -0.077 -0.163
O 15.288 11.906 24.586 -0.056 -0.109 -0.121
O 11.531 10.289 24.669 0.05 0.036 -0.168
O 6.498 2.345 25.951 -0.162 0.003 0.105
O -0.474 4.87 24.71 -0.034 -0.024 0.121
O 5.393 4.776 26.174 0.031 -0.084 -0.151
O 8.004 4.644 25.696 0.07 0.069 0.092
O 1.107 3.977 29.153 0.106 0.118 0.079
O 0.855 8.921 29.556 0.003 -0.028 0.238
O 5.384 9.931 29.902 0.131 -0.146 0.127
O 3.38 8.452 28.917 -0.242 -0.155 0.085
O -0.324 10.222 27.612 0.025 0.079 -0.059
O -0.272 16.148 25.921 0.178 0.115 -0.205
O 3.549 14.918 29.256 -0.195 0.129 0.024
O 8.23 11.789 26.527 -0.184 0.1 0.119
O 9.936 0.289 24.426 -0.055 0.104 -0.18
O 4.367 5.405 28.485 -0.297 0.168 0.165
O 8.649 5.287 29.542 -0.044 0.052 -0.023
O 8.38 -0.032 29.413 -0.165 -0.054 0.169
O 2.047 12.961 28.334 0.054 -0.039 0.194
O 6.998 9.511 27.406 -0.093 0.129 -0.057
O 9.321 7.461 30.969 0.145 0.102 0.219
O 9.808 7.563 28.382 0.035 0.046 -0.031
O 3.569 14.46 26.64 0.02 -0.079 -0.028
O 7.968 9.596 30.211 -0.151 0.029 0.218
O 10.843 15.811 26.672 -0.196 -0.095 -0.031
O 15.441 16.197 28.5 -0.05 0.055 0.226
O 14.137 -1.798 26.895 -0.19 -0.053 -0.113
O 12.833 0.157 28.189 0.022 0.161 0.061
O 13.497 4.879 30.369 0.074 -0.063 0.195
O 13.889 5.493 26.307 -0.21 0.025 -0.193
O 14.789 9.811 29.85 -0.049 0.056 -0.072
O 16.834 11.558 29.815 -0.161 0.116 0.241
O 12.951 10.051 31.62 -0.026 0.091 0.234
O 11.671 11.688 29.73 -0.123 0.158 0.105
O 14.856 14.459 24.269 -0.115 -0.132 -0.377
O 13.715 14.629 29.705 -0.123 -0.048 0.067
O -3.047 6.853 28.644 0.12 0.191 0.083
O -0.097 5.798 30.906 0.093 0.179 0.1
O 1.423 -0.925 27.788 -0.042 0.141 -0.062
O 5.095 5.161 31.236 -0.145 0.083 -0.054
O 3.039 10.954 29.612 0.023 0.062 -0.184
O -1.171 7.735 26.953 0.201 -0.119 -0.132
O -2.008 3.016 32.013 0.043 0.213 0.377
O 1.417 7.599 32.085 0.024 -0.065 0.069
O 0.506 12.671 32.933 -0.223 0.055 0.195
O -2.58 17.095 30.76 -0.081 -0.006 -0.08
O 2.344 13.012 31.051 0.24 0.273 0.235
O 1.629 6.466 28.993 0.311 0.1 0.191
O 5.481 2.884 32.715 0.215 -0.348 -0.157
O 6.006 -0.796 28.669 -0.183 -0.386 0.197
O 10.517 1.292 28.626 -0.109 0.209 -0.105
O 3.814 3.323 29.957 -0.14 -0.033 0.091
O 6.356 8.39 31.895 -0.034 -0.137 0.128
O 3.558 9.027 31.506 -0.071 -0.179 0.19
O 7.51 4.268 31.759 0.091 0 0.268
O 9.95 6.58 25.929 -0.135 -0.026 -0.093
O 0.651 18.081 27.635 0.06 -0.029 -0.156
O -0.722 18.724 29.825 -0.241 -0.169 -0.003
O 10.532 9.805 31.041 -0.086 -0.09 0.104
O 8.589 9.515 32.717 0.156 0.122 -0.013
O 10.039 0.623 31.254 -0.076 0.042 0.182
O 6.421 3.876 29.351 -0.178 -0.179 -0.197
O 16.1 0.976 32.066 -0.018 0.052 -0.036
O 12.075 -1.055 31.706 -0.289 -0.219 0.222
O 11.147 5.836 29.743 0.141 -0.317 0.073
O 13.652 5.428 32.976 0.12 -0.099 0.081
O 11.782 3.851 32.102 0.149 -0.027 0.26
O 15.211 8.118 31.843 0.04 -0.176 0.257
O 12.155 13.472 34.365 0.144 0.056 -0.162
O 11.236 12.12 32.277 -0.143 0.545 0.353
O 15.245 10.756 32.281 0.198 0.086 0.18
Si 0.031 0.035 5.361 0.091 0.048 -0.057
Si 2.756 2.718 5.327 -0.032 0.042 -0.092
Si 0.011 5.49 5.408 -0.006 -0.031 -0.071
Si 2.755 8.239 5.397 0.055 -0.024 -0.021
Si 0.072 10.938 5.399 0.024 0.065 -0.006
Si 2.756 13.699 5.314 -0.018 -0.055 -0.098
Si 5.431 0.017 5.348 0.013 -0.036 -0.12
Si 8.19 2.708 5.441 -0.046 -0.068 0.039
Si 5.463 5.446 5.392 -0.026 0.001 -0.043
Si 8.191 8.194 5.445 0.015 0.062 0.001
Si 5.454 10.964 5.399 -0.023 -0.056 -0.049
Si 8.162 13.703 5.43 -0.009 0.002 -0.062
Si 10.902 0.026 5.481 0.039 -0.003 0.007
Si 13.707 2.743 5.446 -0.003 0.025 -0.025
Si 10.978 5.433 5.468 -0.043 0.015 0.011
Si 13.725 8.162 5.479 -0.03 -0.062 0.007
Si 10.883 10.976 5.511 0.038 -0.012 0.042
Si 13.701 13.662 5.465 -0.089 0.019 0.004
Si 1.395 1.386 6.739 -0.022 -0.018 0.018
Si 4.088 4.088 6.749 0.064 -0.011 -0.022
Si 1.391 6.86 6.763 -0.008 0.024 -0.007
Si 4.107 9.598 6.78 -0.045 0.038 0.009
Si 1.425 12.336 6.741 0.019 -0.073 -0.002
Si 4.093 15.049 6.73 0.004 0.044 0.014
Si 6.804 1.345 6.771 0.086 0.02 0.001
Si 9.573 4.079 6.805 0.028 -0.012 -0.005
Si 6.816 6.821 6.788 0.004 0.05 -0.019
Si 9.545 9.566 6.833 0.017 -0.028 -0.003
Si 6.812 12.322 6.785 -0.01 0.031 0.01
Si 9.542 15.044 6.816 0 0.042 -0.011
Si 12.317 1.384 6.807 -0.043 0.068 -0.017
Si 15.072 4.117 6.795 0.008 -0.039 0.017
Si 12.333 6.817 6.829 0.039 -0.039 0.001
Si 15.094 9.582 6.783 -0.034 0.024 -0.022
Si 12.315 12.318 6.828 0.013 -0.019 0.009
Si 15.078 15.072 6.768 -0.03 -0.02 -0.016
Si 0.039 2.741 8.14 0.021 0.056 0
Si 2.743 0.012 8.116 -0.002 -0.005 -0.003
Si 0.046 8.224 8.154 0.018 -0.011 0.011
Si 2.746 5.478 8.132 -0.03 -0.017 -0.003
Si 0.043 13.691 8.119 -0.024 -0.006 -0.01
Si 2.76 10.976 8.144 0.038 0.009 0.014
Si 5.46 2.74 8.132 -0.01 0.013 0.004
Si 8.179 0.01 8.164 -0.049 -0.04 0.012
Si 5.469 8.22 8.15 -0.006 -0.043 -0.004
Si 8.209 5.474 8.153 0.045 0.036 -0.015
Si 5.456 13.702 8.135 0.006 -0.046 -0.004
Si 8.188 10.963 8.168 0 -0.041 0.01
Si 10.949 2.735 8.177 -0.033 -0.026 0.002
Si 13.701 0.015 8.152 0.012 0.015 0.003
Si 10.959 8.212 8.165 0.011 0.059 -0.007
Si 13.707 5.464 8.179 -0.051 -0.013 0.004
Si 10.946 13.696 8.17 0.043 0.02 0.026
Si 13.71 10.944 8.148 -0.049 -0.026 0.026
Si 1.383 4.119 9.512 0.004 -0.015 -0.003
Si 4.1 1.372 9.501 0.018 0.015 -0.008
Si 1.397 9.611 9.514 -0.005 0.009 0
Si 4.103 6.853 9.518 0.022 0.022 -0.007
Si 1.386 15.058 9.503 0.012 0.004 -0.003
Si 4.113 12.339 9.519 0.001 -0.007 0
Si 6.831 4.108 9.507 0.012 -0.009 -0.018
Si 9.572 1.364 9.522 0.028 0.015 -0.001
Si 6.833 9.592 9.53 0.009 0.022 0.004
Si 9.587 6.848 9.516 -0.015 -0.008 -0.01
Si 6.83 15.041 9.522 0.028 0.031 -0.009
Si 9.585 12.321 9.53 0.007 -0.004 -0.002
Si 12.328 4.103 9.529 0 0.019 0.009
Si 15.071 1.379 9.517 -0.015 0.004 -0.003
Si 12.334 9.592 9.514 0.013 -0.049 0.017
Si 15.07 6.862 9.515 -0.005 0.005 0
Si 12.334 15.053 9.527 -0.028 -0.004 0.019
Si 15.078 12.327 9.499 -0.009 0.012 0.003

Results
total energy: -115450.848 eV
total energy less fixed offsets of O -438.04, Si -107.15 eV per atom: 3.892 eV
